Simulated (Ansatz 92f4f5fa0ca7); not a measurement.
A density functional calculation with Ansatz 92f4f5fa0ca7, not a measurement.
Periodic cell of 223 atoms, Si132O90P1, from a study of silicon, its oxide and their interface. The atomic structure is a simulated model.
Doubt: the cutoff is far below the 930 eV that the study's wrapper takes by default for these files, so forces and energies are approximate.

Settings
functional: PBE
potential files: Ansatz PAW
basis: plane waves
wave-function cutoff: 580 eV
density cutoff ratio: 5
exchange-correlation grid ratio: 1
k mesh: 1 x 1 x 1, Gamma-centred
self-consistency stop: 5e-08 eV per atom in the density residual
occupations: fixed
spin: none
net charge: +1 e, with a uniform compensating background and no finite-size correction

Cell vectors (angstrom)
a, 10.938, 0, 0
b, 0, 10.938, 0
c, 0, 0, 32.1988

Atoms: element, x, y, z (angstrom)
Si, 10.5938, 0.2366, 24.8607
Si, 5.742, 10.6749, 24.7375
Si, 2.4836, 2.9187, 24.6447
Si, 8.4267, 2.4719, 24.8406
Si, 0.2764, 5.1688, 24.7569
Si, 5.1503, 5.7495, 24.6938
Si, 2.9332, 8.0101, 24.6111
Si, 7.9409, 8.4328, 24.7328
Si, 1.3347, 1.3846, 26.0388
Si, 6.8445, 1.3015, 26.1256
Si, 4.0467, 4.1063, 25.9921
Si, 9.6106, 4.0733, 26.0995
Si, 1.391, 6.8258, 26.0128
Si, 6.7713, 6.8545, 26.0214
Si, 4.1148, 9.5367, 26.0089
Si, 9.4732, 9.5653, 26.1297
Si, 2.7323, -0.0059, 27.3468
Si, 8.191, -0.0238, 27.5533
Si, 0.0176, 2.7227, 27.4875
Si, 5.4433, 2.7455, 27.3662
Si, 2.733, 5.4696, 27.4309
Si, 8.1664, 5.4829, 27.3655
Si, -0.0087, 8.2058, 27.384
Si, 5.4518, 8.1806, 27.4543
Si, 4.092, 1.3569, 28.7363
Si, 9.5848, 1.3662, 28.854
Si, 1.3669, 4.123, 28.8212
Si, 6.8294, 4.0994, 28.7341
Si, 4.0937, 6.8215, 28.8094
Si, 9.559, 6.8245, 28.7541
Si, 1.3772, 9.5677, 28.7312
Si, 6.8071, 9.5327, 28.8672
Si, 0.0144, -0.032, 30.1433
Si, 5.4421, 0.0014, 30.1742
Si, 2.7426, 2.7264, 30.1506
Si, 8.1897, 2.7501, 30.1382
Si, -0.0217, 5.4732, 30.1654
Si, 5.487, 5.462, 30.1308
Si, 2.7216, 8.2102, 30.1271
P, 8.2123, 8.1722, 30.1598
Si, 1.3692, 1.3513, 31.5272
Si, 6.8262, 1.3851, 31.4951
Si, 4.1206, 4.099, 31.5169
Si, 9.559, 4.0955, 31.5137
Si, 1.3613, 6.8502, 31.4849
Si, 6.8494, 6.8258, 31.5287
Si, 4.0712, 9.5705, 31.5158
Si, 9.5702, 9.5459, 31.5175
Si, 2.7384, -0.0032, 0.7106
Si, 8.1736, 0.0007, 0.651
Si, -0.0058, 2.7334, 0.685
Si, 5.4809, 2.7295, 0.6915
Si, 2.73, 5.4926, 0.6461
Si, 8.2345, 5.4608, 0.7039
Si, 0.0045, 8.1669, 0.6823
Si, 5.4711, 8.2306, 0.6789
Si, 4.1281, 1.3638, 2.0657
Si, 9.5572, 1.3409, 2.0326
Si, 1.3746, 4.1364, 2.0148
Si, 6.8438, 4.0935, 2.061
Si, 4.1082, 6.8274, 2.0331
Si, 9.5815, 6.8377, 2.0702
Si, 1.3656, 9.5455, 2.0492
Si, 6.8301, 9.6011, 2.048
Si, -0.023, -0.0452, 3.3806
Si, 5.4922, 0.0131, 3.4807
Si, 2.7733, 2.8002, 3.3461
Si, 8.1829, 2.6826, 3.4426
Si, 0.0279, 5.4754, 3.4332
Si, 5.4718, 5.4651, 3.4038
Si, 2.7706, 8.2029, 3.4401
Si, 8.1993, 8.2338, 3.3729
Si, 1.3871, 1.392, 4.6256
Si, 6.8423, 1.3496, 4.9044
Si, 4.148, 4.0858, 4.8018
Si, 9.5708, 4.0792, 4.7515
Si, 1.413, 6.8311, 4.8139
Si, 6.8195, 6.888, 4.7264
Si, 4.1305, 9.5734, 4.8392
Si, 9.5478, 9.5498, 4.7919
Si, 2.7392, 0.1066, 6.0589
Si, 8.2008, -0.0595, 6.2619
Si, 0.0234, 2.6755, 6.0412
Si, 5.4706, 2.7268, 6.2853
Si, 2.8111, 5.4788, 6.176
Si, 8.169, 5.4777, 6.0388
Si, 0.0089, 8.1863, 6.1489
Si, 5.5234, 8.2231, 6.2328
Si, 3.8317, 1.574, 7.5984
Si, 9.8319, 1.1411, 7.4479
Si, 1.6276, 3.8019, 7.3088
Si, 6.6428, 4.4152, 7.4777
Si, 4.3992, 6.634, 7.5425
Si, 9.363, 6.9476, 7.4013
Si, 1.1325, 9.9179, 7.2945
Si, 7.1572, 9.2291, 7.6669
O, 8.3091, 8.0883, 7.911
O, 2.7124, 2.7374, 7.9516
O, 9.5244, 1.3624, 24.273
O, 4.0461, 6.8652, 24.1292
O, 0.0197, 0.0263, 7.9553
O, 5.5198, 5.5115, 8.0309
O, 6.8551, 9.5675, 24.1931
O, 1.3721, 4.0618, 24.1732
O, 3.8529, 7.3907, 8.9288
O, 0.8108, 4.3755, 8.6013
O, 9.8079, 6.1706, 8.7958
O, 2.0986, 9.3875, 8.5098
O, 7.4951, 3.9274, 8.8063
O, 4.2661, 0.9268, 9.0669
O, 6.7295, 9.5567, 9.2231
O, 9.2006, 1.8612, 8.7917
O, 7.7141, 3.1605, 23.5308
O, 10.5047, 5.8409, 23.4423
O, 5.0863, 0.4274, 23.4018
O, 5.8537, 5.0878, 23.3617
O, 3.1121, 2.2118, 23.2798
O, 2.2932, 8.7226, 23.241
O, 8.6143, 7.7388, 23.3976
O, 0.2445, 10.364, 23.5776
Si, 4.3934, 1.5696, 22.4717
Si, 3.4882, 7.9265, 14.0333
Si, 7.1148, 0.9574, 14.6634
Si, 0.9475, 9.3598, 22.5264
Si, 1.1756, 4.3055, 11.8802
Si, 6.2648, 8.9629, 15.3181
Si, 0.6765, 1.3642, 12.2995
Si, 8.6278, 4.9518, 20.5139
Si, 0.3195, 5.7107, 9.362
Si, 5.1024, 3.1235, 17.9417
Si, 0.882, 3.7431, 16.7489
Si, 10.4005, 2.843, 19.2305
Si, 5.2753, 1.1812, 10.3488
Si, 0.8881, 0.1728, 19.846
Si, 6.6417, 9.4587, 10.8617
Si, 9.3385, 9.6764, 18.3236
Si, 9.3883, 9.2443, 12.5684
Si, 6.575, 3.8457, 22.5936
Si, 2.4338, 8.0704, 9.3822
Si, 10.5889, 7.3661, 17.0765
Si, 2.5107, 6.2887, 16.5814
Si, 10.1749, 4.4882, 14.1896
Si, 6.1387, 9.1863, 18.5152
Si, 7.9632, 2.5743, 9.5789
Si, 8.8783, 2.1428, 12.4511
Si, 5.3387, 6.2457, 18.068
Si, 3.9239, 0.5598, 19.4686
Si, 4.2717, 3.8382, 12.0497
Si, 5.5412, 6.6002, 12.1368
Si, 8.0126, 2.5027, 17.2184
Si, 4.3571, 2.4805, 14.9665
Si, 1.537, 1.2111, 15.2604
Si, 1.5699, 9.4098, 12.0472
Si, 8.0494, 6.8492, 13.8648
Si, 10.3785, 9.8341, 15.4857
Si, 9.8097, 7.0107, 22.5557
Si, 8.1092, 5.4831, 17.4107
O, 6.0439, 7.9572, 11.2886
O, 6.0211, 9.2052, 16.8972
O, 7.6778, 1.362, 13.1932
O, 0.8929, 1.7459, 13.8691
O, 9.427, 6.2543, 16.8801
O, 6.7597, 6.2, 13.1342
O, 5.1325, 4.6605, 18.61
O, 9.229, 2.1547, 18.273
O, 2.369, 0.0998, 19.0775
O, 9.4067, 10.229, 16.7629
O, 2.7836, 4.4356, 11.7092
O, 5.0669, 10.3247, 19.1063
O, 9.4235, 3.2374, 13.4967
O, 0.4552, 1.761, 19.9604
O, 3.1512, 1.3621, 15.0687
O, 8.1678, 5.3747, 19.0244
O, 3.8917, 6.5981, 17.3942
O, 4.5784, 3.2832, 16.3853
O, 9.061, 5.6648, 14.3123
O, 5.4636, 2.751, 22.1411
O, 10.6737, 4.1476, 15.6867
O, 0.3394, 3.8656, 18.2844
O, 10.4284, 10.5135, 19.2132
O, 9.6405, 10.0229, 14.0273
O, 10.9005, 8.1307, 22.106
O, 1.1875, 2.1592, 16.5328
O, 9.7292, 3.7447, 20.4188
O, 8.1331, 4.0316, 16.6818
O, -0.0426, 9.1009, 11.9063
O, 6.5856, 2.4171, 18.0087
O, 5.5757, 10.7137, 11.193
O, 7.7499, 9.5927, 18.8446
O, 10.0275, 1.0212, 12.0624
O, 1.3062, 6.9571, 9.0739
O, 0.6219, 4.7626, 13.3509
O, 5.7054, 7.6244, 18.9826
O, 5.2322, 5.084, 11.5199
O, 2.7139, 6.9799, 15.1191
O, 0.9113, 2.7395, 11.4678
O, 0.8581, 10.6833, 15.5495
O, 2.4073, 8.5826, 10.9189
O, 4.6906, 2.4291, 11.2729
O, 4.2453, 3.5095, 13.6799
O, 2.2007, 4.6793, 16.4928
O, 10.704, 8.2472, 15.697
O, 6.9246, 10.2899, 14.6674
O, 2.3391, 8.9495, 13.4306
O, 8.0286, 1.5215, 15.9073
O, 4.1273, 6.9944, 12.8582
O, 4.1781, 2.0125, 18.7243
O, 7.2932, 4.4243, 21.2682
O, 8.4122, 2.9262, 11.1028
O, 1.178, 6.8618, 17.3601
O, 5.6498, 1.5744, 14.7546
O, 8.1271, 9.7539, 11.5876
O, 9.2144, 6.2861, 21.2336
O, 8.958, 7.7127, 12.8533
O, 1.6518, 0.1164, 11.8847
O, 6.6449, 6.1489, 17.0654
O, 7.395, 7.8, 15.0375
O, 1.2207, 10.2838, 21.2181
O, 10.03, 8.1978, 18.3551
O, 3.9501, 0.8551, 21.0817
O, 0.3267, 5.3256, 10.9293
O, 6.6948, 1.5703, 9.646
O, 4.7749, 8.7033, 14.6868

Results
free energy: -135861.090 eV
free energy less fixed offsets of O -568.88, P -755.39, Si -635.61 eV per atom: -5.980 eV

Forces (eV/angstrom), in the order of the atoms: element, x, y, z
Si, 0.0562, -0.0712, -0.2517
Si, -0.0476, 0.0642, -0.2426
Si, 0.0499, -0.0636, -0.283
Si, -0.0531, 0.0398, -0.3067
Si, -0.0489, 0.0395, -0.2548
Si, 0.0282, -0.0721, -0.2927
Si, -0.0431, 0.0378, -0.3116
Si, 0.0428, -0.0322, -0.3361
Si, -0.0034, 0.0223, -0.0008
Si, 0.0022, -0.0207, 0.0335
Si, -0.0111, 0.0038, 0.0192
Si, 0.0077, -0.0022, 0.0062
Si, 0.0067, 0.0081, 0.0272
Si, -0.0409, -0.0234, -0.011
Si, 0.0061, 0.0057, 0.0102
Si, 0.0041, 0.0708, 0.0334
Si, 0.0263, 0.0096, -0.0779
Si, -0.0551, -0.0232, 0.0869
Si, 0.0199, 0.027, 0.0712
Si, -0.0141, -0.0418, -0.0731
Si, -0.0273, -0.0128, 0.0163
Si, 0.0607, -0.0285, -0.0912
Si, 0.0155, -0.0705, -0.1031
Si, -0.0161, 0.0301, 0.038
Si, 0.0054, 0.0167, 0.0504
Si, -0.016, -0.0147, -0.1513
Si, 0.0149, -0.0909, -0.1323
Si, -0.0131, -0.0248, 0.0641
Si, 0.002, -0.0074, -0.0715
Si, -0.0092, 0.0146, 0.0035
Si, -0.0164, 0.0297, 0.0595
Si, 0.0441, 0.0704, -0.1533
Si, 0.0344, -0.0193, 0.0341
Si, -0.0361, 0.032, 0.0206
Si, 0.0003, -0.0176, 0.0052
Si, -0.0151, 0.0152, 0.011
Si, -0.0322, 0.0291, -0.0014
Si, 0.0199, -0.0034, 0.0344
Si, 0.007, 0.0229, 0.0017
P, -0.0294, 0.0226, 0.0116
Si, 0.0296, 0.0079, 0.0547
Si, -0.027, 0.0064, 0.0095
Si, -0.0186, -0.0303, 0.0427
Si, 0.0197, -0.01, 0.0429
Si, -0.0137, -0.0196, 0.0113
Si, 0.0112, -0.0216, 0.0469
Si, -0.0048, 0.0172, 0.0436
Si, 0.0162, 0.0061, 0.0174
Si, -0.0469, 0.0126, 0.0219
Si, 0.0254, 0.008, -0.0371
Si, 0.0059, -0.0406, 0.006
Si, -0.0088, 0.0344, 0.0089
Si, 0.0512, -0.017, -0.023
Si, -0.0335, 0.0139, 0.0076
Si, -0.013, 0.0277, -0.0029
Si, -0.0024, -0.0196, -0.017
Si, 0.0303, -0.0147, 0.0028
Si, 0.0411, 0.0183, 0.0287
Si, -0.0424, 0.0076, -0.0145
Si, -0.0071, -0.0606, 0.0306
Si, -0.0026, -0.0107, 0.0275
Si, 0.0351, -0.0387, 0.0125
Si, 0.0688, 0, 0.0256
Si, -0.0632, 0.0372, 0.013
Si, 0.0739, 0.1234, 0.0942
Si, -0.0645, -0.0041, -0.0731
Si, -0.0701, -0.1406, 0.1533
Si, 0.0655, 0.0959, -0.0687
Si, -0.0382, -0.0312, 0.0062
Si, 0.021, 0.026, 0.0369
Si, -0.056, 0.0011, -0.0789
Si, 0.0179, -0.0603, 0.1113
Si, -0.0021, 0.0111, -0.0922
Si, -0.0151, 0.0052, 0.0838
Si, 0.0173, 0.0173, -0.0319
Si, 0.0209, -0.0215, 0.0376
Si, 0.0272, -0.0005, 0.0369
Si, -0.0084, 0.0089, -0.0116
Si, 0.0052, 0.035, 0.087
Si, -0.006, -0.0048, -0.0247
Si, 0.0069, 0.0452, -0.0666
Si, 0.01, -0.0126, 0.0027
Si, 0.013, -0.0332, -0.0507
Si, -0.0199, -0.004, -0.0023
Si, 0.0069, 0.0019, 0
Si, -0.0057, -0.0108, -0.0733
Si, 0, -0.001, -0.0069
Si, 0.0082, -0.0154, -0.0616
Si, 0.0275, -0.0703, 0.2877
Si, -0.0191, 0.086, 0.2463
Si, -0.0791, 0.0123, 0.2027
Si, 0.0565, 0.0102, 0.2633
Si, -0.0195, 0.0402, 0.2473
Si, 0.0238, -0.055, 0.2302
Si, 0.0467, -0.0034, 0.2253
Si, -0.0549, 0.0282, 0.3339
O, 0.022, -0.0125, -0.1331
O, 0.021, -0.0097, -0.1228
O, -0.0123, 0.043, 0.1591
O, -0.0291, 0.0159, 0.1606
O, 0.0099, -0.0191, -0.1252
O, 0.0019, -0.0164, -0.1256
O, -0.0038, -0.0036, 0.1278
O, -0.0123, 0.0072, 0.1236
O, 0.0921, -0.0795, -0.2373
O, 0.0698, -0.0953, -0.2462
O, -0.0945, 0.0748, -0.238
O, -0.0805, 0.1152, -0.2723
O, -0.0803, 0.1127, -0.2743
O, -0.1008, 0.0397, -0.338
O, 0.0492, -0.0207, -0.4307
O, 0.1064, -0.087, -0.2615
O, 0.1202, -0.1216, 0.3476
O, 0.1054, -0.1226, 0.3086
O, 0.1075, -0.1349, 0.3121
O, -0.1027, 0.1388, 0.2962
O, -0.1217, 0.097, 0.2857
O, 0.1556, -0.105, 0.3324
O, -0.1189, 0.0984, 0.2862
O, -0.1039, 0.1163, 0.3094
Si, -0.019, -0.0206, -0.5168
Si, 0.0106, -0.003, 0.1242
Si, -0.0263, -0.0136, 0.079
Si, -0.048, 0.0719, -0.5138
Si, 0.0429, -0.0737, 0.2472
Si, -0.0027, 0.0006, -0.0009
Si, 0.0022, -0.0037, 0.1589
Si, 0.0703, -0.0803, -0.4132
Si, 0.0626, 0.0004, 0.392
Si, 0.0245, 0.0372, -0.1207
Si, 0.0355, 0.0059, -0.0705
Si, 0.0122, -0.0117, -0.245
Si, 0.0227, 0.0516, 0.3848
Si, -0.0762, 0.0951, -0.3343
Si, 0.0418, -0.0607, 0.4137
Si, -0.0396, -0.0353, -0.1441
Si, 0.0356, -0.0287, 0.1835
Si, 0.0036, -0.0022, -0.4803
Si, -0.0429, -0.0044, 0.4036
Si, 0.0338, -0.013, -0.0636
Si, -0.0056, -0.003, -0.0168
Si, -0.0209, 0.0251, 0.0888
Si, 0.0277, -0.0361, -0.13
Si, -0.0269, -0.0585, 0.4133
Si, 0.0311, -0.0473, 0.2498
Si, -0.0356, 0.0044, -0.1031
Si, 0.048, -0.0252, -0.356
Si, -0.0171, 0.0537, 0.2087
Si, -0.0092, -0.0413, 0.2027
Si, -0.0204, -0.0029, -0.0817
Si, -0.0028, -0.0403, 0.0513
Si, 0.018, -0.0181, 0.039
Si, -0.0575, 0.0639, 0.252
Si, 0.0074, -0.0015, 0.0973
Si, 0.0309, -0.0097, 0.0251
Si, -0.006, -0.0184, -0.4808
Si, -0.0024, 0.0178, -0.1638
O, 0.0265, 0.097, -0.1387
O, -0.0032, 0.0054, 0.0585
O, 0.0275, 0.0258, -0.0973
O, -0.0173, 0.0032, -0.0909
O, -0.0188, -0.0124, 0.0355
O, -0.0432, 0.0064, -0.0772
O, 0.0044, -0.0153, 0.0544
O, 0.043, 0.0089, 0.0891
O, -0.0205, -0.0057, 0.109
O, -0.0062, 0.0031, 0.0517
O, -0.0163, 0.0098, -0.0764
O, -0.0573, 0.0599, 0.0904
O, -0.0185, -0.0317, -0.0774
O, 0.0295, -0.036, 0.1022
O, 0.0009, 0.0088, -0.0154
O, 0.0239, -0.0226, 0.2332
O, 0.0284, -0.0004, 0.0287
O, 0.0032, -0.0024, 0.0336
O, 0.0015, 0.0007, -0.0243
O, 0.0169, 0.02, 0.1608
O, -0.0072, -0.0009, -0.0177
O, -0.039, -0.0222, 0.0982
O, 0.0888, 0.0326, 0.1196
O, -0.0169, -0.0054, -0.0793
O, 0.007, -0.0118, 0.1567
O, -0.0066, 0.0045, 0.017
O, -0.0592, 0.076, 0.1515
O, 0.004, 0.0043, 0.0366
O, 0.0334, -0.0082, -0.0783
O, -0.015, -0.0022, 0.0432
O, -0.0069, 0.0334, -0.1269
O, 0.0001, 0.0067, 0.052
O, -0.0176, 0.0074, -0.0695
O, -0.0042, 0.004, -0.1464
O, 0.0356, -0.0004, -0.1047
O, 0.0062, 0.0167, 0.0596
O, 0.0029, -0.0181, -0.083
O, 0.0083, 0.013, -0.0325
O, -0.0009, 0.0373, -0.0885
O, -0.0056, 0.0022, -0.0107
O, 0.0528, -0.0778, -0.2697
O, 0.0443, -0.1188, -0.1625
O, 0.0021, 0.0281, -0.1153
O, -0.0077, -0.0085, 0.0084
O, -0.0104, 0.0042, 0.0042
O, 0.009, 0.0086, -0.0203
O, -0.0335, 0.0207, -0.1013
O, 0.006, 0.006, 0.0058
O, 0.0339, -0.0189, -0.0886
O, -0.0349, -0.071, 0.1119
O, -0.1185, -0.0676, 0.2731
O, -0.0536, 0.0272, -0.263
O, -0.0106, 0.0067, 0.0218
O, 0.0049, 0.0069, -0.0196
O, -0.1012, 0.0155, -0.1432
O, 0.0666, 0.128, 0.2594
O, 0.0111, 0.0346, -0.0667
O, 0.0177, -0.0231, -0.0728
O, 0.0076, -0.004, 0.0378
O, 0.0077, -0.0134, -0.0223
O, 0.0112, -0.1512, 0.3417
O, -0.0094, 0.0236, 0.0644
O, 0.04, 0.0841, 0.371
O, -0.0458, 0.0791, -0.2408
O, 0.0436, 0.0259, -0.1521
O, -0.0116, -0.0057, -0.0287

The program warned: the cutoff lies below the one the program advises for these potential files; the exchange-correlation potential is rough where the density is thin.
